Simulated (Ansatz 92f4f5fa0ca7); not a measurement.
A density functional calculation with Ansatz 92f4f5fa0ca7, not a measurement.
Periodic cell of 466 atoms, Si304O162, from a study of silicon, its oxide and their interface. The atomic structure is a simulated model.
Doubt: the cutoff is far below the 930 eV that the study's wrapper takes by default for these files, so forces and energies are approximate.
This geometry differs little from another in the collection (a relaxation step or a small displacement).

Settings
functional: PBE
potential files: Ansatz PAW
basis: plane waves
wave-function cutoff: 580 eV
density cutoff ratio: 5
exchange-correlation grid ratio: 1
k mesh: 1 x 1 x 1, Gamma-centred
self-consistency stop: 5e-08 eV per atom in the density residual
occupations: fixed
spin: none
net charge: 0

Cell vectors (angstrom)
a 15.4691 0 0
b 0 15.4691 0
c 2.774 -3.0337 34.6102

Atoms and the computed forces on them: element, x, y, z (angstrom), force x, y, z (eV/angstrom)
Si 11.097 -3.036 24.635 -0.004 0.007 0.007
Si 11.219 -6.884 24.539 -0.017 0.006 -0.014
Si 3.297 -3.12 24.326 0.006 0.003 0.006
Si 3.444 0.842 24.622 -0.007 -0.003 0.035
Si 3.483 -10.771 24.609 -0.018 0.005 0.037
Si 3.408 -6.818 24.612 -0.005 -0.002 0.02
Si 6.427 -3.02 24.498 0.022 -0.012 -0.005
Si 5.848 0.811 24.467 0.011 -0.001 0.019
Si 5.872 -10.627 24.591 0.014 -0.006 0.021
Si 5.851 -6.944 24.409 0.014 0 0.005
Si 11.193 0.812 24.385 -0.004 -0.009 0.007
Si 11.21 -10.715 24.397 -0.008 -0.017 -0.009
Si -1.963 -3.103 24.465 0.015 -0.001 0.004
Si -1.834 0.735 24.309 0.01 0.012 0.003
Si -1.762 -10.814 24.33 0.004 0.012 0.002
Si -1.826 -6.979 24.494 0.008 0.009 0.011
Si 2.841 -1.174 25.689 0.004 0.005 0.001
Si 2.843 2.776 25.808 0.016 -0.006 -0.003
Si 2.817 -8.813 25.747 0.015 -0.002 -0.01
Si 2.887 -4.913 25.835 -0.003 -0.001 0.02
Si 6.571 -1.046 25.768 -0.01 0.007 0.002
Si 6.568 2.794 25.601 -0.016 0 -0.008
Si 6.524 -8.753 25.8 -0.005 0.002 0.012
Si 6.578 -5.039 25.7 -0.008 0.009 0
Si 10.586 -1.043 25.77 0.001 -0.001 0.009
Si 10.612 2.782 25.607 0.005 0.016 0.015
Si 10.635 -8.836 25.746 0.001 0.002 0.031
Si 10.594 -4.998 25.813 0.004 -0.01 0.014
Si -1.249 -1.151 25.654 0 -0.006 0.013
Si -1.212 2.696 25.571 -0.007 -0.019 0.008
Si -1.204 -8.912 25.696 0.003 -0.002 -0.001
Si -1.207 -5.006 25.669 0 0.003 0.01
Si 0.8 -1.131 26.936 -0.012 0.003 -0.001
Si 0.775 2.755 26.957 -0.001 0.003 0.004
Si 0.801 -8.844 26.991 -0.007 -0.004 0.01
Si 0.807 -4.951 26.988 -0.001 -0.002 -0.008
Si 4.686 -1.103 27.187 0.001 -0.006 0.012
Si 4.757 2.798 27.183 -0.012 0.003 0.008
Si 4.668 -8.779 27.241 0.007 0 0.008
Si 4.764 -4.918 27.229 0 0.006 -0.001
Si 8.574 -1.059 27.034 0.005 0 0.009
Si 8.584 2.773 26.906 0.013 0.001 0.008
Si 8.589 -8.816 26.994 0.006 0 -0.007
Si 8.559 -5.017 27.025 0.002 -0.004 0.002
Si 12.448 -1.098 27.208 0.004 0.005 0.009
Si 12.445 2.739 27.113 0.003 0.001 -0.002
Si 12.456 -8.875 27.218 -0.014 -0.003 0.01
Si 12.472 -5.007 27.224 0.001 -0.003 -0.002
Si 0.814 -3.027 28.388 0.001 0.004 0.005
Si 0.819 0.815 28.352 -0.001 -0.005 0.004
Si 0.809 4.686 28.38 0 -0.002 0.005
Si 0.819 -6.899 28.381 0.003 0.004 0.002
Si 4.725 -3 28.558 0.003 -0.003 0.003
Si 4.708 0.85 28.507 -0.002 -0.002 0.007
Si 4.712 4.723 28.532 0.001 0.004 0.007
Si 4.698 -6.855 28.56 -0.003 -0.004 0.004
Si 8.57 -3.037 28.384 -0.001 0.004 -0.002
Si 8.583 0.877 28.392 -0.001 -0.001 0.002
Si 8.572 4.69 28.354 0 0.002 0.006
Si 8.588 -6.918 28.431 0.001 -0.001 0.003
Si 12.447 -3.047 28.527 -0.001 0 -0.001
Si 12.448 0.842 28.514 0.003 -0.001 -0.007
Si 12.442 4.65 28.51 -0.002 0.004 -0.008
Si 12.459 -6.935 28.547 0.002 0 -0.002
Si 2.739 -3.033 29.819 0.007 0.001 0
Si 2.739 0.837 29.803 0.01 0.003 0.002
Si 2.735 4.693 29.814 0.01 -0.003 -0.001
Si 2.729 -6.893 29.828 0.008 -0.002 -0.001
Si 6.681 -3.027 29.839 -0.008 -0.001 -0.002
Si 6.665 0.838 29.818 -0.008 -0.002 -0.001
Si 6.676 4.703 29.819 -0.012 0 -0.002
Si 6.666 -6.904 29.839 -0.008 0.001 -0.001
Si 10.481 -3.039 29.819 0.007 -0.002 0.001
Si 10.49 0.844 29.822 0.005 0.002 0
Si 10.477 4.692 29.808 0.009 0.001 0
Si 10.497 -6.906 29.84 0.008 -0.005 0
Si -1.074 -3.031 29.834 -0.007 0.002 0
Si 14.403 0.834 29.819 -0.008 0 0.002
Si -1.08 4.694 29.826 -0.004 -0.001 0.001
Si -1.061 -6.902 29.838 -0.01 0.003 -0.003
Si 0 1.934 2.05 -0.402 -0.036 -0.072
Si 0 5.801 2.05 -0.253 0.067 -0.113
Si 0 -5.801 2.05 -0.285 0.015 0.094
Si 0 -1.934 2.05 -0.207 -0.075 0.085
Si 3.867 1.934 2.05 0.381 -0.017 -0.084
Si 3.867 5.801 2.05 0.318 0.021 -0.118
Si 3.867 -5.801 2.05 0.224 0.028 -0.097
Si 3.867 -1.934 2.05 0.301 -0.068 0.01
Si 7.734 1.934 2.05 -0.206 -0.012 0.078
Si 7.734 5.801 2.05 -0.299 0.025 -0.129
Si 7.734 -5.801 2.05 -0.317 0.005 -0.05
Si 7.734 -1.934 2.05 -0.236 -0.01 0.06
Si -3.867 1.934 2.05 0.105 -0.005 0.03
Si 11.602 5.801 2.05 0.249 0.082 -0.182
Si -3.867 -5.801 2.05 0.445 0.061 -0.134
Si -3.867 -1.934 2.05 0.199 -0.136 -0.046
Si -1.95 1.925 3.471 0.002 0.007 0.003
Si -1.937 5.843 3.45 -0.001 -0.002 0
Si -1.935 -5.796 3.494 -0.002 0 -0.003
Si -1.942 -1.981 3.467 0.001 0.004 0.002
Si 1.934 1.924 3.334 -0.01 0.001 -0.003
Si 1.938 5.818 3.348 0.002 0.001 0.007
Si 1.938 -5.804 3.365 -0.007 -0.005 0.008
Si 1.943 -1.96 3.371 0.002 0.001 0.005
Si 5.805 1.935 3.481 0.001 -0.002 0.002
Si 5.804 5.788 3.466 0.002 0.003 0.002
Si 5.79 -5.799 3.466 -0.001 0 -0.001
Si 5.803 -1.934 3.483 0.002 -0.005 0.003
Si 9.664 1.941 3.387 0.001 0.004 0.005
Si 9.666 5.792 3.344 0 -0.003 0.009
Si 9.68 -5.784 3.333 -0.002 0 0.003
Si 9.671 -1.922 3.371 0.002 -0.001 0.009
Si -1.991 -0.056 4.844 -0.007 -0.002 -0.013
Si -1.985 3.916 4.809 -0.016 -0.001 -0.007
Si -1.893 -7.719 4.915 0.007 -0.005 -0.002
Si -1.912 -3.887 4.948 0 0.003 0.005
Si 1.952 -0.002 4.65 0.014 -0.01 -0.015
Si 1.95 3.867 4.617 0.007 0.01 -0.017
Si 1.958 -7.731 4.695 0.006 -0.004 0
Si 1.958 -3.897 4.721 0 0.007 0.008
Si 5.804 0.003 4.898 0.002 0.005 0.003
Si 5.82 3.868 4.897 -0.007 -0.001 -0.009
Si 5.781 -7.741 4.851 -0.003 -0.003 0.002
Si 5.805 -3.878 4.892 -0.019 0.004 0.005
Si 9.659 0.001 4.725 -0.004 0.003 0.008
Si 9.638 3.891 4.709 0.013 0.002 -0.008
Si 9.726 -7.724 4.609 -0.004 -0.002 -0.001
Si 9.691 -3.873 4.672 -0.01 -0.002 0.002
Si 0.052 -0.093 6.018 -0.003 0.01 -0.002
Si 0.055 3.951 5.978 -0.008 -0.003 -0.005
Si 0.15 -7.692 6.203 -0.002 0.016 0.001
Si 0.147 -3.931 6.239 -0.007 -0.019 -0.007
Si 3.771 0.003 6.154 -0.001 0.004 -0.006
Si 3.768 3.883 6.109 0.002 0.012 -0.01
Si 3.785 -7.771 6.179 -0.005 0.004 0.001
Si 3.799 -3.89 6.208 0.012 -0.001 -0.012
Si 7.815 -0.011 6.218 0.003 -0.021 -0.008
Si 7.818 3.874 6.243 0.006 0.004 0.003
Si 7.854 -7.708 5.995 -0.001 0.005 -0.008
Si 7.846 -3.911 6.12 0.019 0.003 0.009
Si -3.973 -0.034 6.213 -0.013 -0.008 0.012
Si -3.972 3.938 6.142 -0.006 -0.003 -0.012
Si -3.944 -7.738 6.143 -0.003 -0.01 0
Si -3.974 -3.87 6.198 0.003 0.011 0.008
Si 0.224 1.943 7.127 -0.02 0.003 0.017
Si 0.712 5.783 7.332 0.004 0.001 0.005
Si 0.855 -5.827 7.559 0.003 -0.004 0.003
Si 0.719 -1.94 7.371 0.001 0.004 -0.004
Si 3.311 1.983 7.414 0.019 -0.012 0.026
Si 3.165 5.746 7.419 0.004 0.01 0
Si 3.256 -5.842 7.476 0 -0.005 0.008
Si 3.154 -1.926 7.378 0.004 -0.011 0.002
Si 8.543 1.914 7.422 -0.014 -0.003 -0.008
Si 8.459 5.923 7.293 0.001 -0.002 -0.011
Si 8.453 -5.87 7.335 -0.021 0.013 0.012
Si 8.367 -1.994 7.415 0.008 -0.002 0.006
Si -4.494 1.977 7.346 0.022 0.001 0
Si -4.599 5.856 7.446 0.007 0.001 0.001
Si -4.615 -5.843 7.367 0.001 0.01 -0.006
Si -4.685 -1.965 7.457 -0.012 0.003 -0.007
Si 4.444 -1.658 9.324 -0.013 0.007 0.014
Si 2.774 -4.967 31.191 -0.28 0.066 0.029
Si 2.774 -1.1 31.191 -0.211 0.047 -0.112
Si 2.774 2.767 31.191 -0.242 -0.052 -0.066
Si 2.774 -8.834 31.191 -0.233 -0.038 -0.094
Si 6.641 -4.967 31.191 0.216 0.007 0.067
Si 6.641 -1.1 31.191 0.265 0.092 0.042
Si 6.641 2.767 31.191 0.149 0.02 -0.023
Si 6.641 -8.834 31.191 0.209 -0.057 0.065
Si 10.508 -4.967 31.191 -0.145 0.01 0.036
Si 10.508 -1.1 31.191 -0.181 0.014 -0.084
Si 10.508 2.767 31.191 -0.179 0.042 0.015
Si 10.508 -8.834 31.191 -0.145 -0.13 -0.016
Si -1.093 -4.967 31.191 0.175 0.02 0.068
Si 14.375 -1.1 31.191 0.151 0.054 0.017
Si -1.093 2.767 31.191 0.224 -0.044 0.025
Si -1.093 -8.834 31.191 0.166 -0.06 0.038
Si 4.708 -4.967 32.559 0.002 -0.002 -0.058
Si 4.708 -1.1 32.559 -0.005 0.015 -0.062
Si 4.708 2.767 32.559 0.005 0.007 -0.058
Si 4.708 -8.834 32.559 0.021 -0.039 -0.06
Si 8.575 -4.967 32.559 -0.001 -0.008 0.055
Si 8.575 -1.1 32.559 -0.018 0.035 0.059
Si 8.575 2.767 32.559 0.009 -0.012 0.049
Si 8.575 -8.834 32.559 0.003 -0.02 0.045
Si -3.027 -4.967 32.559 -0.006 0.007 -0.038
Si 12.442 -1.1 32.559 0.021 0.007 -0.037
Si -3.027 2.767 32.559 -0.005 0.011 -0.041
Si -3.027 -8.834 32.559 -0.025 -0.019 -0.04
Si 0.84 -4.967 32.559 0.012 0.024 0.058
Si 0.84 -1.1 32.559 0.01 0.032 0.046
Si 0.84 2.767 32.559 -0.001 0.001 0.052
Si 0.84 -8.834 32.559 -0.004 -0.041 0.057
Si 4.708 -3.034 33.926 -0.003 -0.005 0.022
Si 4.708 0.833 33.926 0.004 -0.012 0.026
Si 4.708 4.701 33.926 -0.021 0.015 0.031
Si 4.708 -6.901 33.926 -0.002 0.008 0.021
Si 8.575 -3.034 33.926 0.011 -0.016 -0.031
Si 8.575 0.833 33.926 0.012 -0.003 -0.02
Si 8.575 4.701 33.926 -0.006 0.025 -0.028
Si 8.575 -6.901 33.926 0.007 0 -0.027
Si -3.027 -3.034 33.926 -0.006 -0.028 0.026
Si 12.442 0.833 33.926 -0.016 0.013 0.027
Si -3.027 4.701 33.926 0.025 0.031 0.016
Si -3.027 -6.901 33.926 -0.001 -0.022 0.015
Si 0.84 -3.034 33.926 -0.008 -0.018 -0.027
Si 0.84 0.833 33.926 -0.008 -0.006 -0.023
Si 0.84 4.701 33.926 0.004 -0.003 -0.015
Si 0.84 -6.901 33.926 -0.019 0.027 -0.029
Si 0 0 0.683 -0.144 0.023 0.008
Si 0 3.867 0.683 -0.159 0.004 -0.003
Si 0 7.734 0.683 -0.133 -0.021 -0.013
Si 0 -3.867 0.683 -0.121 0.002 -0.009
Si 3.867 0 0.683 0.144 0.013 0.003
Si 3.867 3.867 0.683 0.127 0 -0.006
Si 3.867 7.734 0.683 0.174 0 -0.019
Si 3.867 -3.867 0.683 0.155 -0.01 -0.019
Si 7.734 0 0.683 -0.126 -0.004 0.009
Si 7.734 3.867 0.683 -0.127 0.018 0.001
Si 7.734 7.734 0.683 -0.142 -0.015 -0.015
Si 7.734 -3.867 0.683 -0.132 0 -0.004
Si -3.867 0 0.683 0.143 0.022 0.016
Si 11.602 3.867 0.683 0.182 0.002 -0.003
Si -3.867 7.734 0.683 0.087 -0.021 -0.016
Si -3.867 -3.867 0.683 0.115 0.003 -0.026
Si -1.075 -2.97 22.294 -0.014 0.011 0.007
Si -1.046 0.234 22.087 0.007 0.002 -0.009
Si -0.351 -10.236 21.484 -0.008 0 -0.003
Si -1.864 -7.555 21.429 0.003 -0.001 -0.002
Si 2.039 -2.994 22.321 -0.003 -0.005 -0.002
Si 2.053 0.213 21.921 -0.007 0.002 -0.013
Si 2.683 -9.885 21.748 -0.006 0.015 -0.013
Si 3.249 -6.828 21.677 -0.004 0.005 -0.003
Si 8.567 -5.181 20.982 0 0.006 0.003
Si 6.709 1.486 21.573 0.006 0.004 0
Si 6.47 -8.868 19.723 0.006 -0.011 0
Si 6.189 -6.69 22.029 0.001 0.001 -0.002
Si 9.55 0.322 21.661 -0.006 -0.005 0.007
Si 10.001 -10.223 22.412 0.004 0.004 -0.009
Si 8.928 -2.671 22.437 0.001 0.004 -0.003
Si 10.609 -7.254 22.294 0.008 0.003 0.01
Si -3.825 2.568 9.537 0.007 -0.012 -0.008
Si -3.691 5.612 9.66 0.002 0.005 -0.001
Si -3.024 -5.256 9.899 0.014 -0.004 -0.01
Si -0.876 -1.237 9.988 -0.006 0.018 0.005
Si -1.072 1.741 9.828 -0.004 -0.003 -0.006
Si -0.746 -9.065 10.079 -0.004 0.002 -0.003
Si -0.098 -6 9.75 0.002 -0.002 -0.016
Si 0.531 -4.732 12.632 -0.005 -0.004 -0.002
Si 4.585 1.23 10.063 -0.011 0.009 -0.005
Si 4.141 -9.589 9.582 0.001 0.003 -0.001
Si 4.346 -6.347 9.526 -0.009 0.009 -0.032
Si 8.679 2.709 10.342 0.002 0.006 0.001
Si 7.212 5.549 10.026 -0.005 0 0.008
Si 7.51 -5.678 9.482 0.009 -0.018 -0.035
Si 7.297 -2.601 9.436 0.017 0.021 -0.037
Si -3.797 -2.153 9.631 0.007 -0.004 -0.019
Si -3.584 0.303 14.397 0.011 0.003 0.003
Si -0.789 -0.131 15.097 -0.01 0.001 0
Si -1.574 -5.569 14.707 0 0.003 0.001
Si 0.373 -1.753 12.557 -0.009 0.005 -0.007
Si 3.13 -0.702 11.806 0.004 0.008 -0.008
Si 5.442 -11.701 17.084 0.002 0.001 0.008
Si 4.674 2.872 14.117 0 0.001 -0.004
Si 4.866 -5.748 12.295 -0.006 0.005 0.003
Si -5.089 -1.642 12.484 0.004 -0.005 0.001
Si 6.624 1.781 12.164 -0.002 0.005 -0.013
Si 6.8 -3.781 13.449 -0.004 -0.001 0
Si -0.043 3.917 11.75 -0.006 0.006 -0.011
Si 2.562 1.007 19.012 0 -0.007 0.006
Si -4.555 -9.249 12.593 0 -0.003 -0.006
Si 0.359 -12.173 18.968 0.001 0 0.011
Si 7.438 -1.121 12.258 -0.004 0.002 0
Si -1.661 2.558 14.164 -0.004 0.002 -0.012
Si 8.917 -8.254 14.412 -0.001 0.002 0.005
Si 6.021 -3.652 16.403 0.002 0.004 0.002
Si -2.172 1.902 19.596 0.003 -0.002 0.004
Si 2.898 -3.89 16.96 0.001 0.002 0.002
Si 1.349 -9.779 17.221 0.001 -0.003 0.002
Si 6.573 -0.612 16.358 -0.001 -0.001 0.003
Si -1.167 -4.921 19.886 -0.002 -0.006 -0.004
Si 7.039 -10.963 21.863 0.011 -0.013 -0.01
Si 10.649 -9.86 17.347 -0.002 -0.002 0.005
Si 1.994 -4.813 19.84 0.007 -0.002 0.004
Si 9.51 0.107 16.352 0.004 -0.004 0.009
Si 3.71 -9.985 18.996 -0.005 -0.001 0.004
Si 7.286 -7.517 11.926 0.007 -0.01 -0.009
Si 2.87 4.789 12.317 0 -0.001 -0.006
Si 10.347 -6.904 16.648 -0.006 0 0.002
Si -3.728 -6.224 12.723 0.01 -0.001 -0.011
Si 10.542 1.317 18.99 -0.002 -0.005 0.008
Si 8.243 -5.021 17.898 0.002 -0.004 0.005
Si -5.559 -3.722 13.551 0.003 -0.006 0.005
Si 1.661 -0.968 16.756 -0.002 -0.002 0.005
Si 3.909 -0.023 14.633 0.001 -0.005 -0.002
Si 7.748 -9.535 17.08 0.002 0.002 0.007
Si 2.68 -5.941 14.496 0.001 -0.001 0.003
Si -2.901 -4.605 17.169 0.002 0.004 0.004
Si 5.632 1.199 18.601 0.003 0 0.007
Si 10.205 -2.972 16.7 0.002 0.002 0.013
Si 1.976 -8.882 14.571 -0.002 -0.001 0.003
Si 11.295 -11.462 19.826 0.001 0.006 0.003
Si -2.91 5.211 14.97 0.002 -0.003 0.003
Si -0.573 -8.272 15.59 0 -0.001 -0.001
O 0.48 -3.449 22.567 0.012 0 0
O 0.51 0.741 21.948 0.011 -0.008 0.012
O -1.046 -10.895 22.817 -0.003 -0.003 0.005
O 1.09 -9.571 21.86 0.005 -0.001 0.007
O 3.447 -8.445 21.716 0.003 -0.004 0.003
O -1.302 -7.12 22.908 -0.004 0 0.001
O 4.903 -3.058 23.821 -0.011 -0.001 0.008
O 2.881 0.985 23.073 -0.013 0 -0.028
O 3.086 -10.829 22.997 0.002 -0.01 -0.01
O 2.647 -6.445 23.151 0 -0.006 -0.005
O 10.341 -3.051 23.155 -0.007 0.001 -0.006
O 7.626 -2.948 23.372 -0.011 0.002 0.011
O 8.329 1.384 21.545 0.005 -0.003 0.005
O 6.142 0.614 22.829 0.002 -0.001 -0.004
O 6.204 -10.161 23.008 -0.009 0.012 -0.012
O 8.592 -11.053 22.363 0.001 0.001 0.005
O 9.839 -6.067 21.482 -0.003 0.004 0.004
O 10.599 0.781 22.823 -0.003 0.001 -0.009
O -1.021 1.966 8.214 -0.003 -0.001 -0.001
O -2.651 1.681 10.268 -0.003 -0.002 0.001
O -2.358 -8.903 9.819 -0.001 -0.002 -0.001
O 0.005 5.685 8.828 -0.001 -0.001 0
O -1.56 -5.462 9.215 -0.002 0 0.016
O 0.108 -1.964 8.916 0.008 -0.009 -0.002
O 1.712 1.936 7.861 0.002 -0.003 -0.01
O 4.071 2.195 8.866 0.003 -0.002 -0.009
O 3.436 0.765 11.135 0.001 -0.003 0.003
O 8.156 1.833 9.054 0 0.002 0.008
O 5.65 5.226 9.671 -0.009 0.003 0.004
O 7.841 -9.087 8.776 0.003 0.006 -0.002
O 5.914 -5.968 9.221 -0.007 -0.002 0.018
O 5.674 -2.726 9.142 0.007 0.003 0.011
O -4.154 -5.982 8.974 0.002 -0.001 0.007
O 11.589 -5.898 16.933 0.001 -0.002 0.002
O -4.742 -1.646 10.874 0 0.005 0.015
O -0.324 -1.024 13.816 0 0 0.006
O 4.456 -3.44 16.78 0.002 -0.002 0.002
O -2.005 -9.02 15.522 -0.001 -0.002 0.004
O -0.884 2.274 18.67 -0.009 0.001 0.009
O -1.316 -9.026 20.961 -0.002 0 0.005
O 2.551 -3.715 20.93 0 -0.003 0.004
O 1.861 -0.201 18.176 0.002 0.004 0
O 2.801 0.534 20.533 -0.012 -0.002 0.017
O 2.294 -6.304 20.467 -0.001 0.004 0.001
O 4.727 -6.149 21.499 -0.001 0 0.002
O 6.789 -2.218 16.463 -0.004 -0.002 0.001
O 8.22 -5.5 19.44 -0.001 0.003 -0.004
O 6.349 -12.425 21.81 -0.003 0.001 0.008
O 6.703 -7.786 20.912 0.001 0.003 0.006
O -5.344 -7.345 15.079 0 -0.001 0.008
O 8.926 -6.225 17.053 0.005 -0.002 0.005
O -5.349 -3.554 15.174 0.001 -0.002 -0.008
O 10.277 0.259 20.205 0.003 0.003 -0.004
O 9.619 1.019 17.696 0.001 -0.008 -0.007
O -2.773 -12.183 20.238 0 -0.005 0.001
O 10.194 -12.629 19.494 0.001 0.001 0.003
O 9.656 -8.606 22.33 0.002 -0.004 0.009
O -0.598 1.496 14.848 -0.001 -0.001 0.002
O -2.881 -5.902 11.374 -0.005 0.003 0.007
O -2.422 -1.269 9.488 -0.014 -0.012 0.004
O -0.148 -7.559 10.296 -0.001 0.004 0.008
O 3.753 1.532 14.177 0.002 -0.001 0.004
O 5.145 -0.147 9.355 0.006 -0.013 -0.003
O 4.202 -7.962 9.79 0.007 -0.004 0.015
O 3.282 5.197 10.799 -0.001 0.003 0.004
O 2.611 -7.463 15.078 0 0 0.003
O 3.91 -5.631 10.96 0.009 -0.005 0.007
O 7.96 0.088 15.827 0 0.001 0.007
O 3.693 -1.858 10.781 0 -0.002 -0.003
O 8.153 2.142 11.769 -0.006 -0.002 0.007
O 8.117 4.218 10.169 0.006 -0.011 0.001
O 7.326 -9.06 11.401 -0.001 0.007 0.006
O 5.918 -4.502 12.291 0.001 -0.004 -0.002
O 7.986 -6.555 10.793 -0.004 0.005 0.006
O 6.51 0.188 12.422 0.004 -0.003 0.007
O 7.516 -1.61 10.71 -0.004 -0.007 0.001
O -0.998 3.282 12.886 -0.007 -0.005 0.022
O -3.913 -0.793 13.238 -0.009 -0.004 -0.002
O -3.147 4.068 9.524 0.001 0.002 0.004
O 2.134 -9.991 15.782 0.002 0 0.004
O 0.358 -8.739 14.322 0.001 0.001 0.005
O 5.345 -0.246 15.359 0.003 0.001 0.006
O -0.492 5.449 11.379 0.005 -0.006 0.007
O 3.166 -10.654 20.389 0.001 0 0.004
O -1.353 -6.468 20.343 -0.002 0.006 0.004
O -4.941 0.683 15.218 -0.005 -0.004 0.012
O -2.01 -4.449 15.806 0 -0.003 0.001
O -2.002 -4.731 18.506 -0.002 -0.001 0
O 8.908 -1.117 22.011 0.004 0.002 0.006
O 7.82 -4.1 9.858 -0.003 -0.004 0.022
O 4.223 -11.179 18.028 0.002 -0.004 -0.004
O 0.402 -4.63 19.576 -0.003 0 0.004
O 1.494 3.924 12.274 0.005 0.002 0.006
O 1.692 2.375 19.055 -0.003 0.007 0
O 1.534 -5.773 13.356 -0.002 0.003 0.004
O -0.013 -11.36 20.344 0.002 -0.005 -0.001
O 1.524 -0.776 11.967 -0.001 -0.006 0.01
O 8.028 -7.369 13.37 0.002 -0.002 0.007
O 8.362 -4.181 13.289 0.004 0.001 0.004
O 6.204 2.538 17.852 -0.001 0.002 0
O 6.243 -0.113 17.868 -0.001 -0.002 -0.006
O 0.388 -5.094 11.042 -0.001 0 0.009
O 11.545 -10.524 18.521 -0.005 0 0.003
O 5.721 -7.133 12.177 -0.003 -0.001 0.001
O 4.822 -12.076 15.638 0 -0.002 -0.003
O 2.679 -0.393 15.624 0.003 0.002 0.001
O 2.68 -9.31 13.184 0.001 -0.002 0.001
O -2.4 -0.347 15.348 0.009 0.003 0
O 5.679 2.12 10.872 0.006 0 0.012
O 4.902 -8.905 19.256 0.001 0 0.005
O 0.612 -11.141 17.732 0.002 0.004 0.001
O -2.79 -6.408 14.032 -0.001 0.003 0.006
O 2.506 -4.898 15.734 0.001 -0.002 0
O 9.976 -1.388 16.74 -0.003 0.017 -0.003
O -0.693 -6.653 15.544 0.001 -0.002 0.003
O 7.363 -8.581 18.374 0.003 -0.001 0
O 7.283 -5.484 21.94 0 0 0.001
O -4.711 -4.971 12.968 -0.007 0.011 0.006
O -1.147 -1.39 21.838 0.004 -0.003 0.002
O 6.911 -10.306 20.377 -0.004 0.009 0.002
O -1.682 -3.889 21.063 0.006 0.001 0.003
O 6.693 -2.177 13.24 0.003 0.005 0.005
O 6.163 2.569 13.504 -0.001 0 0.009
O 11.975 -7.602 21.451 -0.003 -0.005 0.002
O -4.455 -7.633 12.439 0.001 0.001 0.002
O 0.191 -8.645 16.99 0 0.001 0.003
O 1.064 -3.202 12.862 0.003 0.003 0.002
O 4.078 -5.72 13.706 0 -0.001 0.005
O 6.71 -4.724 17.423 0 0.001 0.001
O 3.806 -0.926 13.276 -0.001 0 0.007
O 2.745 -4.632 18.405 0 0.001 -0.001
O -4.604 5.68 11.044 -0.002 0 0.006
O 8.87 -3.588 21.098 0 -0.006 0.003
O -3.323 5.501 13.406 0 -0.001 0.007
O 10.669 -8.237 17.53 -0.001 0.002 -0.002
O 6.205 -4.222 14.891 0 0.005 0.007
O 10.841 -10.544 21.061 0.002 -0.003 0.002
O -1.848 0.911 20.838 0.003 0.008 0.002
O 9.102 -10.372 17.449 0.003 0.002 0.002
O -0.182 2.931 10.469 0.006 0.009 0.011
O -5.17 2.632 10.465 -0.005 0.005 0.007
O 2.431 -9.231 18.311 -0.005 0.001 -0.001
O 12.147 1.239 18.631 0.003 0.001 0.006
O 1.927 -2.573 16.923 0.001 0 0.003
O -0.77 -2.005 11.417 0.006 -0.001 0.01
O 9.115 -3.668 17.682 0 -0.002 0
O -0.406 0.308 10.193 0 -0.004 0.006
O -3.377 -3.683 10.008 -0.005 0.004 0.012
O 4.024 1.275 18.37 0 0 0.003
O -2.115 3.791 15.142 0 0.001 -0.008
O 11.225 -10.312 15.896 0.008 0 0
O 0.109 -0.661 16.344 0 0 -0.003
O 9.564 -9.479 13.511 -0.002 0.002 0.005
O 2.074 -1.387 22.102 -0.002 0.016 0.002
O 7.983 -8.751 15.661 0.001 0.001 0.002
O -2.984 1.68 13.737 0.009 0.009 0.008
O 6.519 -10.536 16.822 0 0.001 0.003
O 8.971 -0.823 12.723 0.001 -0.001 0
O -0.869 -4.812 13.459 0.003 0.001 0.003
O 3.999 3.929 13.095 -0.001 -0.001 0.007
O 11.684 -3.253 17.316 0 -0.002 0.003
O 6.04 1.035 20.164 -0.005 0.001 -0.007

Results
free energy: -285397.947 eV
free energy less fixed offsets of O -568.88, Si -635.61 eV per atom: -13.947 eV

The program warned: the cutoff lies below the one the program advises for these potential files; the forces do not sum to zero within the program's tolerance; the exchange-correlation potential is rough where the density is thin.
